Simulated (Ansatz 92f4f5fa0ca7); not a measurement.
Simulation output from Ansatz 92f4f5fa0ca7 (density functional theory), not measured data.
Periodic cell of 276 atoms, Si168O108, from a study of silicon, its oxide and their interface. The atomic structure is a simulated model.
Doubt: the cutoff is far below the 930 eV that the study's wrapper takes by default for these files, so forces and energies are approximate.
This geometry differs little from another in the collection (a relaxation step or a small displacement).

Settings: functional PBE; potential files Ansatz PAW; basis plane waves; wave-function cutoff 580 eV; density cutoff ratio 5; exchange-correlation grid ratio 1; k mesh 1 x 1 x 1, Gamma-centred; self-consistency stop 5e-08 eV per atom in the density residual; occupations fixed; spin none; net charge 0.

Cell vectors (angstrom)
a  11.6015  0  0
b  0  13.3963  0
c  0  0  31.2031

Atoms: element, x, y, z (angstrom)
Si  -0.229  -0.0021  24.406
Si  3.56  0.1898  24.5138
Si  7.4323  0.1128  24.4263
Si  1.7941  3.2995  24.604
Si  5.6431  3.3588  24.594
Si  9.5421  3.4538  24.3551
Si  -0.102  6.762  24.392
Si  3.7115  6.8592  24.5229
Si  7.536  6.81  24.5302
Si  1.8335  10.0973  24.5051
Si  5.6483  10.0963  24.5001
Si  9.4597  10.1211  24.5954
Si  -0.1961  2.2436  25.2383
Si  3.7362  2.3086  25.4923
Si  7.6389  2.3139  25.2516
Si  1.8087  5.6101  25.1967
Si  5.6312  5.6378  25.2423
Si  9.5364  5.6735  25.1786
Si  -0.1314  8.9891  25.208
Si  3.7384  9.0264  25.3957
Si  7.5641  8.9994  25.3915
Si  1.7209  12.3325  25.2714
Si  5.5369  12.3647  25.1959
Si  9.4178  12.3786  25.237
Si  -0.1005  2.2364  27.6217
Si  3.7992  2.2518  27.7981
Si  7.6821  2.2638  27.6295
Si  1.8649  5.585  27.5919
Si  5.7268  5.5964  27.6212
Si  9.608  5.6075  27.5826
Si  -0.0625  8.9437  27.5976
Si  3.8023  8.9586  27.7275
Si  7.6599  8.9549  27.724
Si  1.8307  12.2908  27.6445
Si  5.6834  12.3057  27.5945
Si  9.5604  12.3229  27.6227
Si  1.8393  1.1212  28.4485
Si  5.7641  1.123  28.4452
Si  9.5935  1.1382  28.4516
Si  -0.0613  4.474  28.4128
Si  3.8057  4.509  28.4565
Si  7.6821  4.4964  28.4204
Si  1.8628  7.8096  28.4305
Si  5.7408  7.814  28.4605
Si  9.6253  7.826  28.4301
Si  -0.0953  11.1703  28.4213
Si  3.7847  11.1967  28.4535
Si  7.6381  11.2042  28.4328
Si  1.9336  1.1164  30.8082
Si  5.8008  1.1164  30.8082
Si  9.6679  1.1164  30.8082
Si  0  4.4654  30.8082
Si  3.8672  4.4654  30.8082
Si  7.7343  4.4654  30.8082
Si  1.9336  7.8145  30.8082
Si  5.8008  7.8145  30.8082
Si  9.6679  7.8145  30.8082
Si  0  11.1635  30.8082
Si  3.8672  11.1635  30.8082
Si  7.7343  11.1635  30.8082
Si  0  0  0.3944
Si  3.8672  0  0.3944
Si  7.7343  0  0.3944
Si  1.9336  3.3491  0.3944
Si  5.8008  3.3491  0.3944
Si  9.6679  3.3491  0.3944
Si  0  6.6981  0.3944
Si  3.8672  6.6981  0.3944
Si  7.7343  6.6981  0.3944
Si  1.9336  10.0472  0.3944
Si  5.8008  10.0472  0.3944
Si  9.6679  10.0472  0.3944
Si  0.0037  -0.0105  2.7389
Si  3.9225  -0.0533  2.7352
Si  7.7812  -0.0075  2.772
Si  2.052  3.3525  2.7416
Si  5.8755  3.333  2.7454
Si  9.7433  3.3805  2.7599
Si  0.0769  6.6329  2.7593
Si  3.9583  6.6989  2.7852
Si  7.8414  6.7108  2.7753
Si  2.0232  9.9659  2.7177
Si  5.8701  10.0291  2.7899
Si  9.7052  10.0343  2.776
Si  0.1099  2.2561  3.4439
Si  3.9666  2.1613  3.5085
Si  7.8238  2.2455  3.524
Si  2.042  5.5698  3.5984
Si  5.9297  5.5718  3.5166
Si  9.754  5.5866  3.6609
Si  0.0759  8.8775  3.4323
Si  3.9662  8.9132  3.6447
Si  7.7958  8.9221  3.655
Si  1.9462  12.2069  3.3567
Si  5.8655  12.2577  3.5874
Si  9.6966  12.2593  3.6046
Si  0.2254  2.263  5.7665
Si  4.0567  2.0501  5.8608
Si  7.9288  2.2492  5.8773
Si  2.1496  5.5327  5.9919
Si  6.0489  5.5024  5.869
Si  9.8594  5.5836  6.0931
Si  0.1991  8.817  5.7474
Si  4.0596  8.8942  6.0681
Si  7.8674  8.8948  6.0806
Si  1.9475  12.1075  5.65
Si  5.9071  12.2353  5.9787
Si  9.7338  12.2357  5.9982
Si  2.0464  0.9105  6.4138
Si  6.0958  1.0653  6.7229
Si  9.9186  1.1578  6.4931
Si  0.2269  4.4288  6.7839
Si  4.1398  4.2967  6.4824
Si  7.9669  4.4078  6.8887
Si  2.1126  7.7801  6.766
Si  5.9793  7.6498  6.8488
Si  9.9107  7.8847  6.7446
Si  0.0515  10.9848  6.5965
Si  3.8806  11.1965  6.6268
Si  7.7955  11.136  6.9024
O  10.2092  1.5545  8.0819
O  8.0308  4.3173  8.5709
O  10.2098  8.2709  8.3575
O  0.3321  4.3827  8.4458
O  6.5011  1.076  8.3678
O  7.7057  11.1934  8.5931
O  6.0169  7.3675  8.499
O  1.8996  0.4189  8.0118
O  2.1081  7.8464  8.4307
O  3.5193  11.5467  8.2368
O  4.6235  3.9963  8.0361
O  11.5761  10.6486  8.2425
O  7.1215  13.6343  22.7963
O  -0.2833  13.232  22.7385
O  1.8382  2.9179  22.9783
O  3.6501  7.2662  22.8959
O  5.6839  9.9379  22.8426
O  5.6065  3.0585  22.955
O  7.2992  6.9875  22.893
O  9.1782  10.1994  22.9603
O  11.5807  6.7913  22.7224
O  1.9985  9.9791  22.8604
O  9.5864  3.4971  22.6799
O  3.2308  0.5534  22.8967
Si  0.2707  8.8895  20.0026
Si  -0.5611  16.2502  14.0568
Si  9.4846  9.7236  21.4518
Si  3.5567  6.3909  21.5225
Si  5.5591  7.8139  19.7095
Si  8.5743  5.5308  16.3866
Si  6.1334  6.6766  9.9782
Si  2.2018  3.3191  11.314
Si  -0.7294  9.5188  9.2177
Si  0.4137  13.1556  21.2523
Si  11.554  5.5665  15.3002
Si  6.9092  13.2813  21.2228
Si  9.3492  12.3647  19.8104
Si  2.9557  -0.468  8.8976
Si  8.7812  3.1162  18.5222
Si  9.7467  4.3195  21.2713
Si  0.4547  6.1871  21.2735
Si  4.8661  3.5476  21.5924
Si  13.3416  7.9547  15.7873
Si  8.4839  4.8396  10.0779
Si  10.2325  0.8082  9.5055
Si  6.1342  12.0086  14.9238
Si  2.5001  1.7578  22.0263
Si  3.665  13.7727  15.5843
Si  -0.2201  10.14  17.1644
Si  8.7668  2.3481  11.8175
Si  12.7057  12.8265  16.5684
Si  11.6938  4.9421  9.9646
Si  6.0339  4.6207  15.3386
Si  4.5494  9.1928  14.6748
Si  5.3827  10.4809  21.333
Si  4.125  7.7579  11.952
Si  5.5516  14.5131  9.7071
Si  6.0012  2.2111  19.4071
Si  2.4539  5.2706  16.465
Si  1.3174  13.7465  13.8579
Si  7.1376  -0.236  12.0413
Si  6.1447  7.2863  16.6429
Si  1.3514  0.3563  11.0409
Si  2.2517  10.5391  21.3551
Si  3.76  4.9548  13.5225
Si  8.9431  11.9601  16.646
Si  4.598  3.9526  9.6337
Si  7.9171  6.971  21.3918
Si  8.7473  11.5312  9.8317
Si  10.4209  14.6584  16.638
Si  13.1802  7.7883  9.9798
Si  4.2925  2.9478  17.0613
O  5.2071  13.2305  15.5418
O  7.339  2.3621  18.5116
O  10.0875  5.1382  10.1672
O  0.7591  15.2958  13.8713
O  5.5967  7.8095  18.0813
O  1.8044  9.4204  20.2298
O  4.706  2.158  18.4171
O  5.4971  7.7141  11.0582
O  0.6645  12.7582  14.9833
O  7.8067  1.2011  12.5082
O  2.9582  3.8387  12.6579
O  5.6681  3.3503  16.276
O  2.7359  12.9227  16.6494
O  4.1278  7.228  20.2476
O  12.3725  6.9498  14.8471
O  2.247  1.6911  11.3369
O  8.0752  12.0619  11.2301
O  5.2502  5.3212  10.1765
O  1.4239  11.9029  21.1271
O  2.459  6.8889  16.8508
O  3.7998  6.3632  12.7256
O  7.7603  6.9318  16.7452
O  0.4257  8.9299  10.2091
O  8.7287  4.5263  17.6765
O  7.6629  4.774  15.2247
O  5.7824  9.3382  20.2419
O  11.748  7.2623  20.0707
O  8.3768  0.0268  20.5479
O  6.6035  12.4203  13.3993
O  5.9861  0.1662  10.9483
O  3.6304  2.5577  21.1652
O  6.7396  6.8428  20.2805
O  2.8237  8.0772  11.0018
O  5.3099  4.506  13.8735
O  5.429  5.8973  16.1765
O  11.9185  14.1596  17.1154
O  5.7093  8.3529  15.4833
O  5.4124  2.663  10.2179
O  4.137  0.5949  9.1535
O  11.0833  9.4967  21.2968
O  6.2775  11.7989  21.0462
O  5.9533  0.9151  20.3972
O  1.3364  1.113  21.0632
O  11.6927  0.8195  10.1642
O  12.2642  11.4976  17.3789
O  12.2558  9.0603  16.3092
O  0.8546  4.87  16.4958
O  0.6736  3.8656  11.0698
O  9.7273  12.6916  9.2576
O  8.719  8.3473  21.0802
O  -0.3007  4.7672  21.0132
O  8.8749  12.2387  18.2558
O  2.2132  12.588  10.296
O  9.9775  2.65  12.8483
O  0.8961  13.0816  12.444
O  5.9186  3.5425  20.3529
O  0.8965  6.3312  10.2384
O  7.6828  6.2582  10.3219
O  2.0455  5.8961  21.2393
O  11.4259  4.4508  14.1013
O  9.2414  1.6347  10.4513
O  10.38  15.7961  15.4717
O  9.5819  13.3578  16.064
O  3.0331  3.8822  10.038
O  9.9458  10.6295  16.4773
O  7.4774  11.7393  15.8848
O  -0.4241  9.4372  18.6289
O  3.3245  4.2465  17.3988
O  10.8704  12.93  20.0931
O  8.1055  3.7595  11.2754
O  9.8026  2.0078  17.9289
O  9.06  10.8872  20.4201
O  10.0484  5.936  15.8253
O  9.6874  10.218  10.1131
O  14.6117  8.8321  15.1924
O  5.0879  10.7373  14.857
O  3.8211  10.8718  21.1439
O  8.8839  5.6902  21.2819
O  3.5321  1.9272  16.0598
O  4.4318  5.0743  21.8444
O  4.459  8.9021  13.0689
O  2.9691  5.1  14.9263
O  2.9435  13.7279  14.1063
O  9.2475  3.3835  20.0543

Results
free energy: -168221.130 eV
free energy less fixed offsets of O -568.88, Si -635.61 eV per atom: 0.390 eV

Forces (eV/angstrom), in the order of the atoms: element, x, y, z
Si  -0.0062  0.0061  0.0461
Si  -0.007  0.0047  0.0369
Si  -0.0116  -0.0175  0.0428
Si  -0.0155  0.0119  0.0432
Si  0.0059  0.0005  0.0356
Si  0.0044  -0.0059  0.0565
Si  0.0026  -0.0023  0.0467
Si  -0.0157  0.0055  0.0506
Si  0.0105  0.0088  0.042
Si  -0.0002  0.016  0.0441
Si  -0.0104  0.0238  0.0519
Si  -0.0123  -0.0058  0.0261
Si  0.0046  0.008  0.0063
Si  0.003  -0.0072  0.0215
Si  0.0034  0.0081  -0.0066
Si  0.0018  -0.0137  0.007
Si  0.0093  -0.0067  0.0112
Si  -0.0034  -0.0115  0.0033
Si  0.0076  0.0009  -0.0052
Si  0.0063  -0.0083  -0.0007
Si  0.0064  -0.0032  0.0053
Si  0.0037  -0.0065  0.0047
Si  0.0259  -0.007  0.0055
Si  0.0181  0.008  -0.0094
Si  -0.0153  -0.0039  0.0129
Si  0.0011  -0.0004  0.0205
Si  0.0089  -0.0013  0.014
Si  -0.0027  0.0072  0.0302
Si  -0.0029  0.0002  0.0291
Si  0.0007  0.003  0.0317
Si  -0.0045  -0.0017  0.0383
Si  -0.0007  0.005  0.0116
Si  -0.0046  0.0012  0.0095
Si  -0.0034  0.0019  0.0294
Si  -0.0097  0.0019  0.0252
Si  -0.0045  0.0005  0.0251
Si  0.0053  -0.0001  -0.0021
Si  -0.0053  -0.0006  -0.0027
Si  0.0039  0.0079  0.0002
Si  -0.0005  0.0036  -0.0081
Si  0.002  -0.0003  -0.0018
Si  -0.0015  0.0035  -0.0091
Si  0.0029  -0.0033  -0.0066
Si  -0.0002  0.0059  -0.0064
Si  -0.0034  0.0008  -0.0025
Si  0.0045  0.0056  -0.0081
Si  0.0081  -0.0008  0.0035
Si  0.0012  -0.0023  -0.0017
Si  -0.2134  -0.0291  0.1449
Si  0.0356  -0.0572  0.0186
Si  -0.0969  -0.0322  0.0703
Si  -0.1305  0.046  -0.239
Si  -0.1428  0.125  0.0737
Si  -0.0665  0.0329  -0.1261
Si  -0.1626  -0.0011  -0.1166
Si  -0.1285  -0.061  0.1908
Si  -0.0573  -0.0475  -0.0776
Si  -0.1824  0.0188  -0.0515
Si  -0.1443  0.1364  0.0318
Si  -0.1652  0.1302  -0.0464
Si  -0.099  0.0147  -0.1537
Si  0.1885  -0.1332  -0.2292
Si  0.0689  -0.0089  0.1426
Si  0.2463  0.0959  -0.1832
Si  0.1062  -0.0055  -0.1899
Si  0.0979  0.1477  -0.0401
Si  0.0942  -0.1885  -0.0101
Si  0.1278  0.0211  0.2141
Si  0.2396  0.085  0.092
Si  0.2694  -0.2447  -0.4104
Si  0.1258  -0.0392  0.1452
Si  0.0031  -0.0139  0.0482
Si  0.0095  -0.0082  0.0119
Si  0.0008  0.007  0.0106
Si  0.0028  -0.0046  0.0073
Si  -0.0133  -0.0016  0.0072
Si  -0.0032  0.0038  0.0068
Si  -0.0051  -0.0034  0.0119
Si  -0.0003  0.005  0.0087
Si  -0.0034  0.0056  0.0107
Si  0.0011  -0.0068  0.0119
Si  -0.006  0.0108  0.0072
Si  0.0023  -0.0051  0.014
Si  0.0072  -0.0008  0.0145
Si  0.0154  0.0123  -0.0082
Si  0.0028  -0.0109  -0.017
Si  0.0054  0.0029  -0.0113
Si  0.0012  -0.0063  -0.0258
Si  0.009  -0.0032  -0.0093
Si  0.0017  -0.0032  -0.0279
Si  0.0143  -0.0033  -0.0095
Si  0.0032  -0.0095  -0.024
Si  -0.0052  0.003  -0.026
Si  -0.0087  -0.0122  -0.0121
Si  0.0093  0.0015  -0.0227
Si  -0.0052  0.0006  -0.0223
Si  -0.0114  -0.0075  -0.0121
Si  -0.0152  -0.0006  -0.0153
Si  -0.018  0.0025  0.0083
Si  -0.0056  0.0035  0.0052
Si  -0.0161  0.0194  -0.0025
Si  -0.008  -0.0038  0.0076
Si  -0.024  0.0106  -0.0255
Si  -0.0011  -0.0081  0.0171
Si  -0.011  0.0009  0.0153
Si  0.0029  0.0254  -0.0249
Si  -0.0106  -0.0068  0.0016
Si  0.0073  -0.0053  -0.0206
Si  0.0357  -0.0114  -0.0111
Si  0.0056  0.0082  -0.0191
Si  0.013  -0.01  0.0005
Si  -0.0039  0.0089  -0.0317
Si  0.0048  -0.0015  -0.0099
Si  0.0144  0.0021  -0.0411
Si  0.0119  -0.013  -0.033
Si  0.0032  0.0018  -0.0365
Si  0.0034  0.0047  -0.0319
Si  -0.0053  -0.0033  -0.0351
Si  0.0082  -0.0059  -0.0194
Si  0.0131  -0.009  -0.0245
O  0.0024  0.0229  0.0164
O  0.0085  0.0017  0.0359
O  0.0119  0.0219  0.0455
O  0.0052  -0.0004  0.0376
O  0.0131  -0.0075  0.0179
O  -0.0044  0.0002  0.0303
O  0.0004  -0.0138  0.0482
O  -0.0197  0.0031  0.0221
O  -0.0026  0.0021  0.0431
O  -0.003  -0.0034  0.0367
O  0.0057  0.0006  -0.0056
O  -0.0088  -0.0195  0.0321
O  -0.0072  0.0041  -0.059
O  -0.0024  -0.0026  -0.0351
O  0.0131  -0.0209  -0.0416
O  -0.0012  -0.0019  -0.0346
O  -0.002  -0.0005  -0.0373
O  -0.0241  0.0108  -0.0466
O  0.0018  0.0044  -0.0413
O  0.0026  -0.0023  -0.0301
O  -0.001  -0.0024  -0.0344
O  0.002  -0.013  -0.0304
O  -0.001  0.0104  -0.0473
O  -0.0153  0.0135  -0.0253
Si  0.009  0.0047  0.0074
Si  0.0087  0.0172  0.0019
Si  -0.0148  -0.0106  0.0165
Si  0.0191  -0.0146  0.0031
Si  -0.0082  -0.0036  0.0001
Si  -0.0035  0.0144  -0.0105
Si  0.0036  -0.0082  -0.029
Si  -0.0059  0.0063  -0.0165
Si  0.0003  0.0046  0.0136
Si  0.0063  0.0182  0.0036
Si  0.0001  0.0233  0.0058
Si  -0.0125  0.0296  0.0186
Si  0.0149  -0.0045  -0.0039
Si  0.0102  0.0143  -0.015
Si  0.0169  0.0093  0.0044
Si  0.0045  0.0007  -0.0024
Si  0.0066  -0.0032  0.0066
Si  -0.0074  0.0253  0.0012
Si  -0.0062  0.0015  -0.005
Si  -0.0021  -0.0047  -0.0097
Si  0.0143  -0.0192  -0.0149
Si  -0.0132  -0.0074  0.0173
Si  -0.0074  0.0013  -0.006
Si  0.0056  0.0006  0.0102
Si  0.0024  -0.0046  -0.017
Si  0.002  0.0035  -0.0272
Si  0.0115  0.0014  0.0065
Si  -0.0005  -0.0001  -0.0128
Si  0.0065  0.0045  0.0158
Si  0.0025  0.011  0.0302
Si  -0.0208  0.0043  0.0098
Si  -0.0048  0.0057  0.0088
Si  -0.0086  0.0199  -0.0144
Si  -0.0167  -0.009  -0.0014
Si  -0.0184  0.0126  0.0041
Si  0.0067  0.0012  0.0217
Si  -0.012  -0.0293  -0.0133
Si  0.0069  -0.006  -0.0207
Si  -0.0013  -0.0031  -0.0431
Si  0.0159  0.0049  -0.0017
Si  -0.0059  -0.0055  0.0116
Si  -0.0031  -0.0052  -0.0169
Si  0.0165  -0.0227  -0.0009
Si  0.0053  0.0148  0.0096
Si  0.018  -0.0029  -0.0224
Si  0.0048  -0.0145  -0.0057
Si  -0.0152  0.0151  -0.0188
Si  -0.0037  0.0062  -0.0142
O  0.0039  -0.0019  -0.0059
O  -0.006  -0.0013  0.01
O  -0.0068  -0.0016  0.0146
O  -0.0027  -0.0025  -0.0036
O  -0.005  0.0031  0.0194
O  -0.0061  -0.0114  -0.0061
O  0.0118  -0.0025  0.0185
O  -0.0093  0  0.0095
O  -0.0071  -0.0031  0.0007
O  0.0025  0.0054  0.0128
O  0  0.0004  0.0111
O  -0.0012  -0.0008  0.0057
O  -0.0016  0.0002  -0.0017
O  0.0195  0.0048  0.0035
O  0.0009  -0.006  0.006
O  0.0035  0.0086  0.0121
O  -0.0143  0.0172  0.0311
O  0.0096  0.0164  0.0127
O  0.0053  -0.0094  0.0018
O  0.0052  -0.0057  0.003
O  0.0009  -0.0024  0.0022
O  -0.0059  0.0035  0.01
O  0.0168  -0.0223  0.0162
O  -0.0024  -0.0135  0.0093
O  0.0041  -0.001  0.0066
O  -0.0029  -0.0163  -0.0086
O  0.0046  0.0136  -0.0019
O  -0.0062  -0.0076  -0.0002
O  0.0084  0.0078  -0.0057
O  0.0112  -0.0098  0.0269
O  0.0113  0.0183  0.0148
O  -0.0074  0.01  -0.0033
O  0.0092  0.0021  0.0112
O  -0.0095  0.003  -0.0026
O  -0.0013  -0.0012  0.0032
O  -0.0073  0.0026  -0.0002
O  -0.0062  0.0003  0.0086
O  -0.01  0.0095  0.0133
O  0.006  0.0023  0.0115
O  -0.0191  0.0011  -0.004
O  -0.0035  -0.0022  0
O  0.0232  -0.0143  0.0001
O  -0.0047  -0.0089  0.004
O  -0.0023  0.0006  0.0215
O  -0.0067  -0.0031  0.0037
O  -0.0035  0.0072  0.0162
O  0.0014  -0.0111  0.0013
O  0.0065  -0.0036  0.0137
O  -0.0095  0.0059  0.0149
O  0.0007  -0.0082  0.0128
O  -0.0137  0.0026  0.0037
O  0.0006  0.0057  0.0065
O  -0.006  -0.0033  0.0304
O  -0.0062  -0.0017  0.0025
O  -0.0034  -0.0125  0.0091
O  -0.0237  -0.0026  0.0389
O  -0.0022  -0.0039  0.0103
O  -0.0035  -0.0081  0.015
O  -0.0038  0.0019  -0.001
O  -0.0005  -0.0152  -0.0022
O  -0.0067  0.008  0.0221
O  -0.0033  -0.0006  0.0005
O  0.0014  0.0079  0.0152
O  -0.001  0.0028  0.0205
O  -0.0012  0.003  0.0149
O  0.006  0.0024  0.0049
O  -0.0013  -0.0025  0.011
O  0.0072  -0.0079  0.0029
O  -0.0182  -0.0111  0.0018
O  0.0042  -0.0043  0.0115
O  -0.0071  0.0001  0.0035
O  0.0039  0.0123  0.002
O  -0.0022  -0.0089  0.0069
O  -0.0039  -0.0007  0.0118
O  0.0074  0.0046  -0.0033
O  0.0012  0.0024  -0.0058
O  0.0204  -0.0032  0.0052
O  0.0033  -0.0037  0.0046
O  -0.0007  -0.0014  0.0097
O  0.0032  -0.0347  -0.0218
O  -0.0038  -0.0095  -0.0165
O  0.0072  -0.002  0.0007
O  -0.0031  0.0006  -0.0077
O  -0.0028  0.0078  0.0103

The program warned: the cutoff lies below the one the program advises for these potential files; the forces do not sum to zero within the program's tolerance; the exchange-correlation potential is rough where the density is thin.
